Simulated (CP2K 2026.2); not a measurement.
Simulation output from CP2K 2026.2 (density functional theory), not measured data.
Periodic cell of 513 atoms, Si351O162, from a study of silicon, its oxide and their interface. The atomic structure is a simulated model.
Doubt: the forces sum to 1.35 eV/angstrom along one axis rather than to zero, so they err by at least 0.0026 eV/angstrom per atom on average; the grid cutoff is modest.

Settings
functional: PBE
method: Gaussian and plane waves
basis set: DZVP-MOLOPT-SR-GTH
pseudopotentials: GTH-PBE
grid cutoff: 350 Ry, relative cutoff 50 Ry
k points: Gamma only
occupations: fixed
spin: none
net charge: 0

Cell vectors (angstrom)
a	16.407	0	0
b	0	16.407	0
c	0.1706	-0.2865	34.2917

Atoms and the computed forces on them: element, x, y, z (angstrom), force x, y, z (eV/angstrom)
Si	0.238	-0.134	34.183	0.063	-0.022	0.21
Si	2.63	3.126	34.283	-0.029	-0.101	0.23
Si	0.042	5.343	0.364	-0.027	-0.021	0.111
Si	2.897	7.941	0.387	-0.006	-0.001	-0.013
Si	0.799	9.935	34.289	-0.03	-0.032	0.229
Si	2.855	13.201	0.25	-0.099	0.131	0.135
Si	5.736	16.089	0.133	-0.094	0.049	0.212
Si	7.488	2.817	34.096	0.111	-0.039	0.182
Si	5.26	5.672	0.316	-0.006	0.069	0.096
Si	8.408	8.216	0.034	-0.007	0.066	0.21
Si	5.126	10.957	0.465	0.157	-0.09	0.114
Si	7.994	13.804	0.047	0.08	-0.085	0.227
Si	11.49	15.897	0.06	-0.085	0.022	0.248
Si	14.121	1.797	34.228	-0.088	0.141	0.256
Si	10.718	5.547	34.222	0.053	-0.129	0.26
Si	14.444	7.276	34.18	-0.08	0.048	0.26
Si	11.321	10.982	0.189	-0.1	0.002	0.172
Si	13.768	13.705	0.06	0.031	-0.027	0.208
Si	1.515	1.486	1.185	-0.02	0.001	-0.056
Si	4.011	4.19	1.596	-0.025	0.002	-0.049
Si	1.417	6.687	1.688	-0.02	-0.003	-0.011
Si	4.11	9.367	1.776	0	0.031	-0.029
Si	1.37	11.959	1.497	0.018	-0.005	-0.068
Si	4.046	14.977	1.337	0.018	-0.017	-0.056
Si	6.768	1.378	1.414	-0.027	0.002	-0.065
Si	9.363	4.048	1.017	0.002	0.035	-0.045
Si	6.888	6.96	1.404	0	-0.004	-0.051
Si	9.723	9.651	1.361	0.015	-0.005	-0.044
Si	6.914	12.191	1.416	-0.028	0.002	-0.054
Si	9.691	14.921	1.285	0.022	-0.01	-0.051
Si	12.457	1.109	1.464	0.016	-0.022	-0.064
Si	14.956	3.845	1.313	0.025	-0.009	-0.03
Si	12.391	6.722	1.186	-0.011	0.011	-0.057
Si	15.26	9.264	1.279	0.016	-0.013	-0.069
Si	12.607	12.287	1.565	0.001	-0.009	-0.062
Si	15.3	14.976	1.3	-0.013	-0.004	-0.052
Si	0.053	2.63	2.704	-0.007	0.002	0.011
Si	2.775	0.043	2.655	0.011	-0.009	-0.001
Si	0.057	8.102	2.92	0	-0.006	-0.001
Si	2.765	5.425	3.079	0	-0.002	-0.001
Si	0.084	13.516	2.732	0.004	-0.003	0.015
Si	2.756	10.815	3.003	0.001	0.009	0.024
Si	5.407	2.688	2.809	-0.001	-0.017	0.017
Si	8.322	-0.004	2.646	0.017	-0.001	0.032
Si	5.613	8.124	2.988	0.007	0.002	0.002
Si	8.224	5.41	2.641	-0.009	-0.004	0.002
Si	5.492	13.615	2.732	0.01	0.005	0.033
Si	8.331	10.908	2.791	0	0.006	-0.005
Si	10.898	2.662	2.492	-0.004	0.014	0.001
Si	13.888	16.241	2.805	0.001	0.006	0.025
Si	11.099	8.161	2.636	0.004	0	0.014
Si	13.631	5.301	2.652	-0.008	-0.002	0.024
Si	11.048	13.607	2.776	-0.017	0.003	0.014
Si	13.932	10.745	2.716	-0.003	0.007	0.005
Si	1.348	3.967	4.216	0.003	-0.001	0.003
Si	4.104	1.294	4.163	-0.009	0.007	0.007
Si	1.392	9.459	4.319	0.006	0.004	-0.002
Si	4.21	6.775	4.326	0.004	-0.004	0.006
Si	1.457	14.977	4.037	0	0.003	-0.004
Si	4.198	12.254	4.192	-0.001	0.003	-0.006
Si	6.87	4.065	4.086	0.002	0.009	-0.008
Si	9.661	1.329	4.038	-0.007	-0.012	-0.009
Si	6.989	9.553	4.215	-0.002	-0.004	0.001
Si	9.674	6.762	3.997	0.007	0.005	-0.001
Si	6.919	15.005	4.035	-0.008	-0.01	-0.015
Si	9.687	12.256	4.156	0.003	-0.001	-0.001
Si	12.265	3.967	4.007	0.01	0.009	-0.006
Si	15.171	1.263	4.146	0.006	-0.007	-0.008
Si	12.442	9.475	4.078	-0.009	-0.007	-0.001
Si	15.026	6.663	4.106	0.013	0.013	-0.002
Si	12.421	14.952	4.143	0.008	-0.002	-0.002
Si	15.151	12.182	4.15	-0.005	-0.003	0.001
Si	0.1	16.286	5.499	-0.001	-0.003	-0.002
Si	2.751	2.624	5.559	-0.009	-0.008	0.003
Si	16.403	5.361	5.535	-0.007	0	-0.001
Si	2.809	8.125	5.637	0.001	0.007	0.009
Si	0.06	10.876	5.607	0.008	-0.003	0.001
Si	2.809	13.643	5.49	0.009	0.001	0.001
Si	5.545	16.335	5.458	0.006	-0.001	-0.003
Si	8.266	2.675	5.425	0.002	0.001	0
Si	5.569	5.362	5.587	0	0.001	0.001
Si	8.345	8.106	5.48	0.002	0.004	-0.004
Si	5.571	10.891	5.551	0.002	0.002	0.001
Si	8.277	13.64	5.461	-0.001	0.006	-0.003
Si	11.031	-0.04	5.444	0	0.008	0.002
Si	13.705	2.643	5.416	-0.002	-0.002	-0.005
Si	10.982	5.379	5.422	-0.003	-0.003	-0.007
Si	13.724	8.081	5.49	-0.001	-0.002	-0.001
Si	11.06	10.845	5.471	-0.003	-0.001	-0.002
Si	13.743	13.543	5.503	-0.004	-0.008	0.002
Si	1.42	1.244	6.917	0	-0.003	0.004
Si	4.154	3.995	6.901	-0.004	-0.001	0.002
Si	1.402	6.719	6.908	0.006	-0.002	0
Si	4.2	9.522	6.928	-0.002	0.002	0.002
Si	1.458	12.27	6.895	0.001	0.001	0
Si	4.19	14.979	6.864	-0.004	0.001	-0.002
Si	6.91	1.302	6.821	-0.004	0.001	-0.007
Si	9.627	4.03	6.822	-0.003	0.003	-0.004
Si	6.954	6.767	6.883	-0.002	-0.003	0.002
Si	9.69	9.481	6.856	0.004	-0.008	0.002
Si	6.942	12.267	6.88	0	-0.001	0.001
Si	9.656	14.993	6.824	-0.003	-0.002	-0.004
Si	12.381	1.297	6.842	0.004	-0.002	-0.002
Si	15.04	3.99	6.867	0.003	0.006	-0.001
Si	12.345	6.726	6.844	0.001	0.004	0
Si	15.076	9.465	6.889	0.001	0	0.001
Si	12.38	12.205	6.883	-0.001	-0.001	-0.001
Si	15.114	14.935	6.858	0.001	-0.002	-0.003
Si	16.432	2.63	8.241	-0.002	-0.002	0
Si	2.818	16.314	8.264	0.003	0.001	0
Si	0.051	8.114	8.256	0.002	0	-0.001
Si	2.784	5.362	8.265	-0.004	0.001	0.001
Si	0.07	13.601	8.26	0.003	0.001	-0.001
Si	2.819	10.892	8.261	0.005	-0.001	0.001
Si	5.545	2.634	8.236	-0.003	-0.001	0
Si	8.281	-0.062	8.199	0.003	0.003	-0.002
Si	5.571	8.129	8.258	0	0.001	0
Si	8.297	5.388	8.241	-0.002	0.002	-0.001
Si	5.55	13.609	8.241	0	0	-0.001
Si	8.311	10.866	8.223	-0.003	0	-0.002
Si	11.008	2.67	8.202	-0.001	0.002	-0.002
Si	13.74	16.323	8.217	0	-0.003	0
Si	11.018	8.107	8.243	0	0	0.001
Si	13.709	5.379	8.235	0	-0.004	0.001
Si	11.005	13.603	8.217	-0.002	-0.002	0.002
Si	13.728	10.838	8.26	-0.001	-0.003	0.001
Si	1.401	3.997	9.621	0.002	-0.002	0.001
Si	4.181	1.279	9.618	-0.002	-0.001	0.001
Si	1.429	9.505	9.594	0.002	0	0.001
Si	4.169	6.752	9.601	-0.001	-0.001	0.001
Si	1.435	14.961	9.63	0	-0.004	0.001
Si	4.188	12.242	9.623	-0.002	-0.001	0.001
Si	6.915	4.016	9.588	-0.002	0.001	-0.003
Si	9.649	1.296	9.573	-0.002	0.001	-0.003
Si	6.941	9.506	9.615	-0.003	-0.001	-0.001
Si	9.656	6.748	9.621	-0.003	-0.001	0.001
Si	6.928	14.974	9.589	-0.001	0	-0.004
Si	9.662	12.232	9.614	0	-0.002	0
Si	12.358	4.021	9.61	0.001	0.002	0.002
Si	15.08	1.276	9.627	0	0	-0.001
Si	12.372	9.476	9.626	0.001	-0.001	0.003
Si	15.083	6.745	9.608	0.005	0.001	-0.001
Si	12.375	14.961	9.596	0.001	0	-0.001
Si	15.104	12.22	9.608	0.001	-0.003	0
Si	16.455	-0.087	10.993	0.003	0.003	0.001
Si	2.785	2.63	10.979	0.002	0.001	0.001
Si	16.437	5.378	10.985	-0.001	0	0.001
Si	2.788	8.128	10.955	0.001	0.002	-0.001
Si	0.055	10.852	10.974	0.002	0	0.001
Si	2.798	13.583	10.986	0.001	0	0
Si	5.561	-0.085	10.965	0.001	0	-0.002
Si	8.298	2.662	10.953	-0.001	0	-0.002
Si	5.541	5.375	10.955	-0.001	0	-0.001
Si	8.302	8.13	10.988	-0.002	0	0
Si	5.56	10.87	10.981	0.001	-0.001	0.002
Si	8.288	13.608	10.975	-0.005	-0.003	0.001
Si	11.007	-0.068	10.961	-0.003	-0.002	0
Si	13.713	2.655	10.997	0	0	0.003
Si	11.022	5.39	10.997	-0.001	-0.001	0.001
Si	13.737	8.115	10.992	0.001	-0.001	0.002
Si	11.03	10.861	10.997	0	-0.002	0.002
Si	13.742	13.593	10.977	0.002	-0.001	0.001
Si	1.408	1.276	12.361	-0.001	-0.004	-0.001
Si	4.163	4.011	12.319	-0.002	0	0.001
Si	1.393	6.776	12.325	0.002	-0.003	0
Si	4.163	9.491	12.315	0	-0.003	0
Si	1.4	12.226	12.342	0.001	-0.004	0.003
Si	4.184	14.953	12.316	0	-0.002	-0.002
Si	6.943	1.286	12.308	-0.002	0.002	-0.001
Si	9.669	4.004	12.35	-0.005	0.004	0.002
Si	6.918	6.74	12.316	-0.004	0.001	-0.001
Si	9.685	9.482	12.374	-0.003	0.002	0.002
Si	6.93	12.238	12.354	-0.001	0.002	0.001
Si	9.664	14.972	12.35	0.002	0.001	0
Si	12.347	1.287	12.369	0.001	0.001	0
Si	15.064	4.032	12.382	0.004	-0.003	0.003
Si	12.383	6.759	12.374	0	0	0.001
Si	15.096	9.493	12.351	0.003	-0.001	0.001
Si	12.406	12.227	12.373	0	-0.001	0.003
Si	15.085	14.96	12.373	-0.001	-0.002	0.001
Si	16.432	2.648	13.728	0.004	0.002	0.005
Si	2.786	16.273	13.677	0.006	-0.001	0.001
Si	16.42	8.118	13.734	0.001	0.002	0.001
Si	2.767	5.393	13.647	-0.001	0.004	-0.001
Si	16.435	13.575	13.744	0.002	0.005	0.005
Si	2.761	10.84	13.674	0.001	0.002	-0.001
Si	5.559	2.631	13.655	0.004	-0.002	-0.001
Si	8.314	-0.039	13.713	-0.007	-0.001	-0.001
Si	5.534	8.105	13.656	-0.001	-0.001	0
Si	8.315	5.391	13.681	0	-0.002	-0.002
Si	5.548	13.616	13.705	-0.002	-0.001	0.003
Si	8.325	10.872	13.71	-0.003	-0.003	0.001
Si	11.01	2.653	13.779	-0.002	-0.002	0.002
Si	13.704	-0.077	13.742	-0.003	0	0
Si	11.067	8.131	13.776	0.003	-0.001	0.008
Si	13.702	5.402	13.788	-0.003	0.004	0.006
Si	11.047	13.615	13.725	-0.002	-0.002	-0.001
Si	13.772	10.857	13.761	0.005	-0.003	0.002
Si	1.393	4.063	15.037	0.005	0.001	0
Si	4.169	1.244	14.976	-0.009	-0.006	-0.004
Si	1.376	9.502	15.069	-0.004	-0.004	0.005
Si	4.133	6.746	15.003	-0.002	-0.005	0.002
Si	1.417	14.928	15.084	-0.001	0.002	0.001
Si	4.125	12.226	14.997	-0.001	-0.007	-0.001
Si	6.957	3.991	14.997	-0.006	0.008	0.002
Si	9.66	1.286	15.174	-0.001	0.002	0.011
Si	6.94	9.454	14.991	-0.003	0.002	-0.004
Si	9.695	6.72	15.091	-0.006	0.001	0.002
Si	6.948	15.002	15.05	0.008	0.009	-0.004
Si	9.721	12.231	15.09	0.005	0.002	-0.001
Si	12.347	4.03	15.186	0	-0.001	0.002
Si	15.042	1.303	15.114	0	-0.008	-0.003
Si	12.444	9.506	15.178	0.001	0.007	0.003
Si	15.042	6.794	15.168	-0.001	-0.006	0.002
Si	12.373	14.969	15.162	0.001	-0.002	0.01
Si	15.095	12.226	15.18	0	-0.002	0.006
Si	16.425	-0.095	16.407	0	0.014	0.007
Si	2.803	2.642	16.266	-0.003	0	0.013
Si	16.411	5.386	16.465	0.002	0.01	0.005
Si	2.726	8.089	16.364	0.012	0.018	0.001
Si	16.479	10.849	16.549	0.001	-0.003	0.007
Si	2.746	13.5	16.451	0.006	0.002	-0.007
Si	5.526	-0.071	16.395	0.003	0.001	-0.008
Si	8.272	2.695	16.496	-0.004	-0.003	0.001
Si	5.557	5.354	16.268	0.001	-0.005	0.01
Si	8.338	8.127	16.377	-0.005	-0.008	0.009
Si	5.53	10.838	16.249	-0.001	0	0.005
Si	8.374	13.661	16.38	-0.01	-0.005	0.006
Si	11.041	-0.07	16.587	-0.006	-0.011	0.005
Si	13.731	2.687	16.566	-0.006	0.001	-0.001
Si	10.965	5.364	16.599	0.008	0.003	0.003
Si	13.745	8.163	16.666	-0.002	-0.006	0.001
Si	11.106	10.912	16.526	0.003	-0.01	0.009
Si	13.699	13.581	16.566	0.007	0.011	0.014
Si	1.37	1.387	17.626	0.002	0.001	-0.019
Si	4.233	3.937	17.588	0.009	-0.002	-0.009
Si	1.35	6.766	17.794	-0.008	-0.01	-0.02
Si	4.152	9.482	17.585	0.002	-0.007	-0.01
Si	1.471	12.128	17.982	0.001	0.003	0.002
Si	4.162	14.892	17.68	0.001	-0.004	-0.007
Si	6.824	1.355	17.781	0.003	-0.005	0.001
Si	9.573	3.998	18.033	-0.002	0.004	0.004
Si	6.947	6.685	17.605	-0.012	0.006	-0.014
Si	9.711	9.494	17.768	0.01	0	-0.023
Si	6.929	12.233	17.509	-0.002	0.01	-0.017
Si	9.67	14.937	17.944	-0.006	0.003	-0.011
Si	12.392	1.341	17.986	0.003	-0.003	-0.012
Si	15.089	4.08	17.952	0.001	-0.011	-0.006
Si	12.292	6.768	17.993	0	-0.001	-0.014
Si	15.173	9.566	18.062	0.006	0.003	-0.011
Si	12.37	12.264	18.078	-0.002	0.013	-0.002
Si	15.144	14.924	17.853	-0.008	-0.007	-0.013
Si	0.176	2.738	19.22	0.006	-0.016	0.059
Si	2.72	-0.071	18.819	-0.003	0.017	0.081
Si	0.175	8.131	19.398	-0.005	-0.003	0.045
Si	2.859	5.311	18.831	0.001	-0.004	0.072
Si	16.448	13.52	19.316	0.005	0.037	0.06
Si	2.959	10.661	19.225	0.014	-0.017	0.052
Si	5.485	2.715	19.2	-0.02	-0.005	0.059
Si	8.135	-0.056	19.086	-0.006	-0.021	0.063
Si	5.556	8.092	18.791	0.003	-0.005	0.07
Si	8.076	5.449	19.268	-0.015	0.018	0.067
Si	5.56	13.45	18.93	0.014	0.001	0.057
Si	8.264	10.927	18.896	-0.012	0	0.085
Si	10.961	2.607	19.464	-0.009	0.02	0.024
Si	13.885	-0.029	19.239	0.02	-0.019	0.062
Si	10.855	8.146	19.35	-0.003	0.004	0.053
Si	13.733	5.461	19.381	-0.007	0.011	0.042
Si	10.951	13.599	19.541	0.007	0.007	0.065
Si	13.787	10.935	19.523	-0.011	-0.006	0.045
Si	1.932	3.872	20.403	-0.127	0.016	-0.205
Si	3.811	1.405	20.208	0.118	0.003	-0.221
Si	2.143	8.89	20.62	-0.119	0.099	-0.226
Si	4.266	6.653	20.049	0.014	-0.005	-0.148
Si	1.329	15.194	20.288	-0.028	-0.069	-0.231
Si	4.729	11.751	20.337	-0.062	-0.025	-0.156
Si	6.374	4.454	20.645	0.07	-0.092	-0.24
Si	9.415	1.123	20.647	0.057	-0.005	-0.184
Si	6.866	9.505	20.061	-0.026	-0.006	-0.141
Si	8.976	7.206	20.579	0.121	-0.016	-0.231
Si	6.97	14.689	20.281	-0.052	0.093	-0.249
Si	9.061	12.347	20.602	0.181	-0.057	-0.222
Si	12.279	4.18	20.754	-0.011	-0.028	-0.218
Si	15.602	1.051	20.543	-0.104	0.061	-0.277
Si	12.437	9.337	20.658	-0.007	0.053	-0.224
Si	14.824	7.176	20.699	0.038	-0.117	-0.231
Si	12.711	14.903	20.637	-0.125	0.021	-0.222
Si	14.921	12.592	20.973	0.114	-0.16	-0.226
Si	5.41	-0.011	22.327	-0.039	-0.036	0.002
Si	15.705	5.766	23.317	-0.066	-0.035	0.049
Si	1.813	10.701	23.077	0.073	0.004	-0.013
Si	3.413	12.479	24.866	0.02	-0.09	0.05
Si	2.845	13.235	22.205	0.019	0.049	-0.057
Si	6.414	11.815	25.506	-0.008	-0.045	0.003
Si	3.992	7.104	24.817	0.021	0.01	0.001
Si	4.86	0.431	25.158	-0.091	0.023	0.041
Si	10.685	3.784	25.068	0.058	0	-0.059
Si	15.711	11.749	24.031	0.027	0.052	-0.007
Si	8.314	10.793	23.397	-0.03	0.07	-0.002
Si	11.144	13.424	24.24	-0.003	-0.013	0.072
Si	14.492	3.043	22.61	-0.02	-0.008	0.005
Si	11.271	10.38	23.514	-0.014	-0.041	0.013
Si	6.361	8.964	24.649	0.001	0.077	0.023
Si	9.618	15.686	23.176	-0.05	0.068	0.035
Si	1.764	7.296	26.707	0.052	0.021	-0.017
Si	3.292	13.102	31.551	-0.02	-0.072	0.043
Si	12.886	6.869	27.809	-0.062	-0.003	-0.025
Si	1.638	9.928	28.064	-0.008	-0.005	-0.032
Si	13.284	11.322	28.034	0.002	0.003	-0.059
Si	6.876	12.377	28.495	0.037	-0.013	-0.037
Si	6.297	0.972	31.923	0.093	0.023	0.042
Si	7.849	0.792	25.032	-0.009	0.001	0.046
Si	7.446	2.452	22.614	0.005	0.072	0.091
Si	9.287	10.377	28.187	-0.009	0.059	0.059
Si	8.234	7.864	26.736	0.078	0.033	0.041
Si	2.203	5.047	23.373	0.027	-0.014	-0.045
Si	8.897	0.678	27.879	-0.051	-0.034	0.02
Si	10.461	5.752	22.844	-0.002	-0.027	-0.008
Si	13.643	9.865	25.295	0.046	0.026	-0.008
Si	12.349	15.886	23.606	0.025	0.044	0.018
Si	13.949	1.445	28.065	0	0.039	0.057
Si	13.255	1.95	25.032	-0.106	-0.027	0.025
Si	2.687	0.607	27.137	0.016	-0.065	-0.038
Si	10.894	12.781	27.25	0.036	0.028	0.029
Si	4.226	3.23	31.468	0.004	0.014	0.045
Si	0.986	12.266	26.545	-0.072	0.046	-0.032
Si	15.114	7.168	25.828	-0.091	-0.03	0.028
Si	3.949	5.323	27.129	0.028	0.062	0.023
Si	5.571	5.34	29.922	-0.001	0.004	-0.001
Si	7.415	7.485	29.724	0.016	0.089	-0.002
Si	12.427	3.863	28.956	-0.014	0.011	-0.092
Si	10.316	14.036	29.968	0.005	-0.04	-0.022
Si	10.932	6.602	25.612	-0.019	0.045	-0.015
Si	11.772	9.234	29.642	-0.032	0.005	-0.128
Si	5.32	10.991	31.884	-0.096	-0.012	0.013
Si	13.208	9.236	32.321	0.018	0	0.002
Si	2.553	1.716	29.803	0.039	0.056	-0.019
Si	0.416	0.332	28.83	-0.037	0.022	0.005
Si	16.206	11.822	29.203	0.035	0.027	0.041
Si	8.531	4.955	29.908	0.035	0.006	0.018
Si	1.713	15.77	31.338	-0.073	-0.006	0.031
Si	4.016	11.201	29.461	-0.034	-0.012	-0.039
Si	3.197	2.869	25.402	-0.027	0.069	-0.048
Si	7.571	15.244	29.801	-0.038	-0.028	0.021
Si	10.835	3.998	31.657	-0.021	0.044	-0.066
Si	9.861	12.007	32.226	-0.065	0.053	0.047
Si	7.976	9.728	31.742	-0.006	-0.075	0.08
Si	9.674	3.405	27.73	-0.053	0.024	0.012
Si	11.657	0.051	29.409	-0.038	-0.013	0.083
Si	11.822	1.366	32.237	0.08	-0.128	0.052
Si	15.402	11.489	32.157	0.03	-0.016	0.061
O	0.956	15.704	32.791	-0.145	-0.115	-0.002
O	15.396	0.861	33.741	-0.068	-0.08	0.013
O	1.009	1.8	29.281	-0.147	0.172	0.132
O	3.553	2.996	32.925	0.315	-0.301	-0.088
O	1.36	4.129	33.84	0.051	0.132	0.122
O	15.623	6.135	33.831	0.105	-0.066	0.096
O	2.003	8.8	33.904	-0.031	-0.032	0
O	4.227	6.537	34.025	0.053	0.038	0.119
O	15.995	12.214	30.79	-0.106	0.166	-0.09
O	0.208	10.689	32.928	0.106	-0.133	-0.186
O	4.224	12.316	0.349	-0.027	-0.067	-0.042
O	2.492	12.839	32.962	-0.245	-0.044	-0.015
O	2.55	0.752	31.131	0.067	0.256	-0.04
O	7.063	14.695	33.975	0.123	-0.11	-0.229
O	7.466	1.88	32.689	0.071	-0.133	-0.226
O	5.327	2.054	31.181	0.022	-0.031	0.027
O	4.83	4.733	31.246	0.077	0.064	0.117
O	6.435	4.13	33.871	-0.199	0.186	-0.125
O	7.897	8.676	33.001	-0.152	0.202	-0.018
O	9.634	6.75	33.85	0.169	-0.183	0.069
O	2.418	5.903	27.267	0.045	0.108	0.002
O	5.109	10.086	33.219	0.097	-0.302	-0.073
O	10.49	12.731	30.914	0.17	-0.091	0.067
O	8.69	12.924	32.889	0.051	-0.034	-0.064
O	11.244	0.042	32.987	0.037	0.152	-0.016
O	12.852	0.291	28.364	0.145	-0.284	0.052
O	13.26	1.925	32.809	-0.142	0.241	0
O	10.762	2.577	32.452	-0.186	-0.111	0.171
O	9.331	4.145	31.053	-0.179	-0.077	-0.008
O	11.27	5.135	32.725	0.161	-0.174	0.041
O	12.012	9.008	31.239	-0.052	-0.064	0.018
O	11.007	11.8	33.353	0.18	-0.068	-0.068
O	14.033	7.868	32.682	-0.17	-0.144	-0.279
O	14.717	12.645	33.104	-0.158	-0.141	-0.164
O	12.757	14.47	33.822	-0.104	0.079	-0.053
O	1.942	4.741	21.801	-0.08	0.234	-0.025
O	2.81	2.551	20.825	0.185	0.076	0.191
O	6.172	15.158	21.634	-0.017	-0.103	0.007
O	4.109	0.429	21.489	0.054	-0.222	0.261
O	2.03	9.373	22.193	-0.079	0.071	0.263
O	0.356	10.532	23.767	0.064	-0.128	-0.131
O	5.244	5.642	20.961	-0.143	-0.06	0.114
O	3.203	7.638	20.859	-0.121	-0.086	-0.065
O	2.298	14.54	21.445	0.309	-0.145	-0.017
O	0.287	-0.118	20.969	-0.074	0.126	0.193
O	1.765	12.003	22.065	-0.194	0.064	-0.211
O	4.262	12.632	21.657	0.175	0.097	0.25
O	6.815	3.897	22.163	-0.032	0.082	0.159
O	6.367	1.295	22.29	-0.203	-0.16	-0.092
O	8.736	2.262	21.628	0.051	0.297	-0.162
O	9.67	16.2	21.626	0.135	-0.005	-0.188
O	7.894	8.443	20.875	-0.114	0.114	0.078
O	5.826	10.588	20.855	0.047	0.078	-0.236
O	5.015	8.185	24.157	-0.249	-0.126	0.048
O	9.245	6.497	22.061	0.026	-0.2	-0.031
O	7.614	11.929	24.376	0.25	0.139	-0.176
O	8.103	13.65	20.854	0.098	0.18	-0.089
O	7.205	9.572	23.377	0.035	-0.231	0.048
O	8.785	11.437	21.971	0.092	-0.085	-0.075
O	13.082	3.201	21.81	0.058	-0.084	-0.039
O	15.223	1.734	21.997	0.08	-0.088	0.262
O	11.648	9.905	21.998	-0.136	-0.011	0.141
O	9.714	10.126	23.95	-0.1	-0.013	-0.066
O	15.499	6.904	22.176	-0.014	0.098	0.269
O	13.599	8.23	21.08	0.086	-0.189	0.184
O	12.511	15.846	21.986	-0.104	0.24	-0.027
O	9.968	14.085	23.287	-0.22	-0.179	-0.008
O	15.418	12.448	22.566	-0.094	0.19	-0.122
O	13.72	13.698	21.112	-0.142	-0.077	-0.095
O	3.83	-0.199	26.271	-0.063	-0.224	-0.04
O	2.435	3.675	24.226	-0.135	-0.2	0.063
O	0.825	5.745	23.862	-0.036	0.192	-0.016
O	15.383	4.39	22.496	0.201	0.018	-0.284
O	14.306	11.146	24.549	-0.142	0.227	-0.256
O	14.791	6.06	24.649	0	-0.146	-0.009
O	12.499	12.673	27.545	0.236	0.123	-0.249
O	1.076	10.622	26.686	-0.103	-0.038	-0.376
O	5.007	12.557	25.148	-0.081	0.056	-0.174
O	3.037	13.627	23.769	-0.207	0.345	-0.155
O	6.974	12.523	26.867	0.067	-0.069	-0.189
O	6.811	-0.187	30.877	0.102	0.189	-0.178
O	6.391	0.535	25.712	-0.101	0.189	0.212
O	7.861	2.225	24.192	0.138	0.073	-0.049
O	0.281	7.119	26.136	0.197	0.115	0.105
O	4.935	15.937	23.81	-0.155	-0.052	0.085
O	9.479	6.921	26.277	-0.064	-0.079	0.043
O	11.414	5.05	25.785	0.063	0.091	0.292
O	2.978	11.021	24.195	0.004	-0.265	-0.086
O	2.72	7.878	25.507	-0.131	0.254	-0.042
O	8.647	9.397	27.069	0.107	0.221	-0.003
O	6.036	10.222	25.657	-0.255	-0.163	-0.126
O	14.251	2.909	24.2	0.041	0.067	0.003
O	12.482	14.366	24.189	0.23	-0.091	-0.087
O	11.74	2.559	24.934	-0.067	-0.223	0.126
O	8.221	16.039	23.926	0.102	-0.128	-0.201
O	12.221	9.579	24.56	-0.063	-0.157	0.054
O	11.549	5.354	21.686	0.157	0.397	-0.003
O	11.536	11.986	23.629	0.202	0.111	-0.013
O	7.228	7.864	25.472	-0.075	-0.14	-0.148
O	13.365	0.475	24.349	0.161	-0.001	-0.086
O	10.844	0.037	23.947	-0.024	0.239	-0.036
O	2.185	1.867	26.209	-0.191	-0.068	0.181
O	3.446	6.067	23.67	0.16	-0.227	-0.223
O	13.859	1.869	26.513	0.188	0.062	-0.11
O	3.409	1.103	28.538	0.001	0.219	0.109
O	1.341	-0.228	27.574	-0.086	-0.14	0.099
O	14.644	8.6	25.218	0.189	-0.064	-0.355
O	14.422	6.907	27.281	0.045	-0.039	-0.001
O	1.679	8.325	27.961	-0.048	-0.2	-0.017
O	16.376	12.633	25.283	-0.166	-0.127	0.084
O	0.574	12.788	28.072	-0.001	0.003	-0.014
O	2.502	12.789	26.193	0.162	-0.053	0.148
O	4.84	12.583	31.885	0.31	-0.095	0.096
O	4.523	10.227	30.68	-0.133	0.059	0.165
O	5.413	0.156	33.042	-0.296	-0.021	-0.129
O	10.082	4.348	23.641	0.047	-0.215	0.111
O	8.921	0.643	26.248	0.301	-0.122	-0.276
O	9.488	3.416	26.112	-0.139	-0.027	-0.03
O	6.974	4.499	29.762	0.089	-0.126	-0.161
O	8.125	11.343	28.879	-0.015	0.045	0.264
O	6.928	10.977	31.715	-0.042	0.28	0.028
O	6.936	13.801	29.319	-0.146	-0.115	0.074
O	10.304	0.212	28.529	0.076	-0.267	0.155
O	8.699	2.239	28.322	-0.195	0.117	-0.106
O	12.673	5.357	28.368	0.13	-0.041	0.082
O	12.486	7.933	28.966	-0.053	0.058	0.163
O	13.717	2.847	28.897	0.265	-0.086	0.019
O	12.028	7.382	26.503	-0.193	0.205	-0.248
O	10.964	6.835	23.985	0.136	-0.037	0.115
O	14.237	10.393	31.794	0.137	0.171	-0.017
O	13.383	10.224	26.851	-0.093	-0.385	-0.11
O	10.611	13.39	25.778	0.04	-0.101	0.11
O	10.302	11.278	27.303	0.059	-0.005	-0.188
O	7.718	16.135	28.441	-0.016	0.092	-0.049
O	10.12	13.642	28.391	0.002	-0.021	-0.129
O	3.104	3.146	30.28	0.026	0.189	-0.188
O	15.32	0.645	28.381	0.082	-0.274	-0.073
O	2.888	14.637	31.205	0.103	-0.107	-0.063
O	0.596	15.71	30.113	-0.257	0.04	-0.143
O	12.51	10.627	29.269	0.103	0.022	0.091
O	10.196	9.448	29.215	-0.015	-0.178	0.225
O	4.728	6.279	26.042	0.357	0.006	0.195
O	4.688	5.243	28.566	-0.238	-0.203	-0.156
O	2.977	12.283	30.162	-0.223	0.263	0.065
O	14.741	11.731	28.542	0.133	-0.035	0.06
O	3.174	10.415	28.336	0.145	0.091	-0.092
O	0.614	10.396	29.251	-0.011	-0.093	0.063
O	3.891	3.829	26.51	0.127	-0.207	-0.099
O	4.363	1.935	24.746	0.236	0.018	0.061
O	7.668	8.948	30.344	0.016	0.311	-0.084
O	5.954	6.91	30.187	0.001	0.288	-0.116
O	8.594	6.528	30.323	0.21	-0.07	0.256
O	7.482	7.36	28.096	-0.02	0.079	0.179
O	11.244	3.115	28.096	0.098	-0.375	0.148
O	11.872	1.09	30.637	-0.049	0.309	-0.174
O	11.657	14.956	30.051	0.212	-0.031	0.15
O	9.25	4.792	28.452	0.159	0.235	0.015
O	11.967	4.042	30.502	-0.018	-0.131	0.221
O	9.019	14.887	30.464	0.17	-0.084	-0.029
O	5.377	11.805	28.802	-0.241	0.053	0.001
O	12.496	9.622	33.737	-0.096	-0.064	0.16
O	9.399	10.501	31.802	-0.089	-0.074	0.008

Results
total energy: -108571.893 eV
total energy less fixed offsets of O -438.35, Si -107.03 eV per atom: 8.337 eV
